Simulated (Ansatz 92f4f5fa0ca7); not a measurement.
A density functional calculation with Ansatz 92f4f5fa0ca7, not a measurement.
Periodic cell of 444 atoms, Si288O156, from a study of silicon, its oxide and their interface. The atomic structure is a simulated model.
Doubt: the cutoff is far below the 930 eV that the study's wrapper takes by default for these files, so forces and energies are approximate.
This geometry differs little from another in the collection (a relaxation step or a small displacement).

Settings
functional: PBE
potential files: Ansatz PAW
basis: plane waves
wave-function cutoff: 580 eV
density cutoff ratio: 5
exchange-correlation grid ratio: 1
k mesh: 1 x 1 x 1, Gamma-centred
self-consistency stop: 5e-08 eV per atom in the density residual
occupations: fixed
spin: none
net charge: 0

Cell vectors (angstrom)
a	15.4687	0	0
b	0	15.4687	0
c	0.2806	1.4845	34.6206

Atoms and the computed forces on them: element, x, y, z (angstrom), force x, y, z (eV/angstrom)
Si	0.388	2.173	25.551	0.001	-0.004	-0.003
Si	0.289	4.699	25.734	-0.001	0.005	-0.001
Si	0.256	9.308	25.895	0	0	-0.001
Si	0.354	-3.009	25.671	-0.006	-0.001	-0.005
Si	4.265	2.234	25.869	-0.001	-0.001	0.001
Si	4.23	4.654	25.867	0	0	-0.003
Si	4.189	9.04	26.233	-0.003	0.001	0.001
Si	3.983	-2.038	25.706	-0.002	-0.022	0.005
Si	8.005	1.07	25.695	0.01	-0.001	-0.006
Si	7.929	6.291	25.813	0.003	-0.002	-0.002
Si	8.008	8.79	25.934	-0.003	0.003	0.001
Si	7.812	-2.086	25.909	-0.003	0	0
Si	-3.575	2.278	25.502	0	-0.001	-0.002
Si	-3.689	4.83	25.671	-0.001	0.003	-0.002
Si	-3.579	9.388	25.895	-0.001	-0.001	-0.001
Si	-3.217	-2.986	25.476	0.008	-0.002	0.009
Si	2.246	1.585	26.996	0.003	-0.002	0
Si	2.215	5.194	27.075	0	-0.006	-0.003
Si	2.143	9.054	27.305	0.001	0	-0.002
Si	2.165	-2.495	27.079	0.005	0	0.002
Si	6.147	1.575	27.117	-0.005	0	0.004
Si	6.107	5.428	27.113	0	-0.005	0.004
Si	6.184	9.299	27.338	0.003	-0.001	-0.001
Si	5.88	-2.248	27.144	0.003	-0.001	0.002
Si	10.014	1.539	26.9	-0.005	-0.001	0.001
Si	9.877	5.413	26.996	-0.002	0.001	0.001
Si	9.937	9.232	27.185	0.002	0	0.001
Si	9.778	-2.316	27.144	0.003	0.002	0
Si	-1.622	1.591	26.802	0	0.001	0.002
Si	-1.692	5.241	26.977	0	-0.002	0.001
Si	-1.663	9.172	27.221	0	0.001	0.002
Si	-1.549	-2.525	27.028	0.001	-0.001	0
Si	2.201	3.362	28.539	-0.003	0.003	0.001
Si	2.162	7.103	28.526	0.002	0.004	0.005
Si	2.226	11.09	28.524	-0.004	-0.001	-0.001
Si	2.165	-0.44	28.337	0.002	0	-0.001
Si	6.207	3.485	28.49	0	0.004	-0.002
Si	6.049	7.295	28.575	0	0.002	-0.001
Si	6.077	11.289	28.531	-0.002	0	-0.001
Si	6.017	-0.345	28.511	-0.001	0.001	-0.003
Si	9.888	3.439	28.364	0.002	0.001	-0.001
Si	9.989	7.269	28.49	-0.003	-0.001	-0.001
Si	9.934	11.199	28.486	0	-0.001	0
Si	9.985	-0.354	28.428	-0.001	-0.001	-0.001
Si	-1.668	3.367	28.424	0.002	0.001	-0.003
Si	-1.666	7.17	28.428	0.001	0	-0.001
Si	-1.628	11.126	28.541	0.001	0.001	-0.003
Si	-1.651	-0.429	28.233	0	-0.001	0
Si	0.248	3.413	29.848	0.001	0.001	0
Si	0.234	7.24	29.846	0	-0.002	0.001
Si	0.298	11.152	29.876	0.002	0.001	0.002
Si	0.242	-0.431	29.743	-0.001	0	0
Si	4.195	3.419	29.819	0.002	-0.001	0.001
Si	4.102	7.271	29.875	-0.001	0	-0.001
Si	4.151	11.152	29.87	0.002	0	0
Si	4.07	-0.433	29.818	-0.002	0	0
Si	8.071	3.419	29.87	0	0	0.001
Si	8.032	7.267	29.848	0.003	-0.001	0
Si	8.017	11.187	29.86	0	0.001	0.001
Si	8.016	-0.422	29.807	0.004	0	0.002
Si	-3.622	3.414	29.778	-0.002	0	0.001
Si	-3.564	7.266	29.846	0.002	0	0.001
Si	-3.591	11.16	29.85	-0.001	-0.001	0.002
Si	-3.539	-0.439	29.769	0	0.001	0.001
Si	0.281	1.485	31.202	-0.167	-0.177	-0.196
Si	0.281	5.352	31.202	-0.233	-0.203	0.275
Si	0.281	9.219	31.202	0.001	-0.27	0.005
Si	0.281	-2.383	31.202	-0.06	0.374	-0.225
Si	4.148	1.485	31.202	-0.077	0.072	-0.028
Si	4.148	5.352	31.202	0.062	-0.22	0.183
Si	4.148	9.219	31.202	-0.105	-0.072	0.2
Si	4.148	-2.383	31.202	-0.157	0.218	-0.005
Si	8.015	1.485	31.202	0.063	-0.082	0.12
Si	8.015	5.352	31.202	0.216	-0.007	0.268
Si	8.015	9.219	31.202	-0.025	0.007	-0.072
Si	8.015	-2.383	31.202	0.145	0.401	0.065
Si	-3.587	1.485	31.202	0.044	-0.004	-0.383
Si	-3.587	5.352	31.202	-0.017	-0.256	-0.082
Si	-3.587	9.219	31.202	0.068	-0.055	-0.049
Si	-3.587	-2.383	31.202	0.089	0.262	-0.188
Si	1.93	0.012	3.412	0.001	-0.001	0.001
Si	1.933	3.853	3.408	-0.001	0.002	0.001
Si	1.932	7.753	3.409	0	-0.002	0.002
Si	1.932	-3.883	3.409	0	0.002	0.001
Si	5.808	0.021	3.41	0	-0.001	0.001
Si	5.809	3.864	3.416	0	0.002	0.001
Si	5.808	7.756	3.412	0	-0.001	0.001
Si	5.805	-3.887	3.408	-0.001	0.003	0.001
Si	9.671	0.016	3.424	-0.001	-0.001	0.001
Si	9.668	3.865	3.43	0.001	0.002	0.001
Si	9.669	7.748	3.429	0	-0.001	0.001
Si	9.67	-3.892	3.422	0	0.002	0.001
Si	-1.936	0.005	3.43	-0.001	-0.001	0.001
Si	-1.938	3.854	3.424	0.001	0.002	0.001
Si	-1.937	7.754	3.423	0	-0.002	0.001
Si	-1.934	-3.88	3.426	0	0.002	0.001
Si	1.936	1.934	4.808	0	0.001	0.001
Si	1.941	5.803	4.724	-0.001	-0.001	-0.002
Si	1.928	9.671	4.811	0	0.001	0
Si	1.922	-1.939	4.734	0.001	-0.002	-0.002
Si	5.821	1.944	4.811	0.001	0.002	0.001
Si	5.834	5.817	4.744	0	-0.002	-0.002
Si	5.814	9.67	4.819	0	0.001	0.001
Si	5.816	-1.936	4.717	0.001	-0.004	-0.003
Si	9.678	1.942	4.83	-0.001	0	0.001
Si	9.66	5.81	4.782	0	-0.002	-0.002
Si	9.669	9.662	4.843	0	0	0.001
Si	9.69	-1.941	4.743	0	-0.002	-0.003
Si	-1.937	1.929	4.83	0	0	0.001
Si	-1.957	5.806	4.753	0	-0.001	-0.001
Si	-1.945	9.673	4.836	0	0.002	0.001
Si	-1.927	-1.942	4.776	-0.001	-0.001	-0.002
Si	0.009	1.917	6.197	0	0	-0.003
Si	0	5.793	6.056	0	0.001	0.003
Si	-0.002	9.677	6.202	0	-0.003	-0.002
Si	0.015	-1.953	6.127	0	0.003	0.005
Si	3.882	1.949	6.17	-0.001	-0.001	-0.002
Si	3.89	5.821	6.048	-0.001	0.003	0.006
Si	3.869	9.677	6.174	0	0	-0.001
Si	3.874	-1.924	6.035	0	0.004	0.005
Si	7.746	1.961	6.213	0	-0.001	-0.003
Si	7.732	5.836	6.159	0	0.001	0.008
Si	7.734	9.662	6.231	0	0.002	-0.003
Si	7.748	-1.946	6.064	-0.003	0.003	0.002
Si	-3.864	1.932	6.231	0.001	-0.001	-0.002
Si	-3.879	5.812	6.139	0	0.002	0.007
Si	-3.873	9.663	6.244	0	0	-0.001
Si	-3.864	-1.96	6.127	0.001	0.001	0.005
Si	0.052	-0.049	7.54	0.001	-0.006	0.004
Si	0.017	3.906	7.48	-0.002	0.004	-0.002
Si	-0.017	7.681	7.47	0	-0.006	0.002
Si	-0.004	-3.846	7.574	0.001	0.003	-0.003
Si	3.899	-0.039	7.451	0.002	-0.007	0.005
Si	3.91	3.938	7.459	-0.001	0.004	-0.002
Si	3.87	7.701	7.476	0	-0.008	0.003
Si	3.862	-3.801	7.453	-0.001	0.002	-0.003
Si	7.764	-0.052	7.465	0.002	-0.005	0.004
Si	7.74	3.93	7.572	0	0.005	-0.003
Si	7.712	7.728	7.625	0.002	-0.011	0.004
Si	7.742	-3.818	7.515	0	0	-0.005
Si	-3.84	-0.06	7.537	-0.003	-0.006	0.006
Si	-3.864	3.912	7.559	0.001	0.006	-0.002
Si	-3.902	7.702	7.589	-0.001	-0.009	0.002
Si	-3.885	-3.844	7.587	0.003	0.003	-0.003
Si	2.027	-0.35	8.837	0.001	0.001	-0.008
Si	1.98	4.251	8.741	0.002	0.008	0.008
Si	1.928	7.376	8.753	0	-0.001	-0.001
Si	1.976	-3.496	8.827	0.002	0.005	0.007
Si	5.827	-0.353	8.761	-0.001	0	-0.015
Si	5.783	4.254	8.871	0.001	0.006	0.006
Si	5.727	7.412	8.907	-0.001	0.002	-0.008
Si	5.78	-3.481	8.769	-0.002	0.01	0.019
Si	-5.799	-0.384	8.812	-0.003	-0.001	-0.042
Si	-5.79	4.261	8.896	-0.001	0.008	0.004
Si	-5.823	7.428	8.981	0	0.001	-0.009
Si	-5.835	-3.53	8.909	-0.001	0.007	0.013
Si	-1.888	-0.393	8.836	0	0	-0.008
Si	-1.892	4.219	8.828	0.002	0.007	0.003
Si	-1.923	7.361	8.824	0.002	-0.004	0.003
Si	-1.949	-3.545	8.913	-0.003	0.003	0.006
Si	4.124	0.686	24.125	0.011	0.014	0.001
Si	2.214	1.485	32.569	0.035	0.06	-0.014
Si	2.214	5.352	32.569	0.004	-0.081	-0.003
Si	2.214	9.219	32.569	0.019	-0.011	0.023
Si	2.214	-2.383	32.569	0.028	0.085	0.006
Si	6.081	1.485	32.569	0.009	-0.052	-0.009
Si	6.081	5.352	32.569	-0.02	-0.041	0
Si	6.081	9.219	32.569	-0.004	-0.055	-0.002
Si	6.081	-2.383	32.569	0.008	0.094	-0.021
Si	-5.52	1.485	32.569	-0.029	-0.098	0
Si	-5.52	5.352	32.569	-0.025	-0.013	0.023
Si	-5.52	9.219	32.569	0.016	0.003	-0.001
Si	-5.52	-2.383	32.569	-0.024	0.133	-0.002
Si	-1.653	1.485	32.569	0.017	0.027	-0.001
Si	-1.653	5.352	32.569	0.038	-0.113	0.028
Si	-1.653	9.219	32.569	-0.01	0.016	0.013
Si	-1.653	-2.383	32.569	-0.013	0.035	-0.006
Si	2.214	3.418	33.936	-0.058	0.015	0.023
Si	2.214	7.285	33.936	0.015	0.007	0.002
Si	2.214	-4.316	33.936	-0.062	-0.018	0.002
Si	2.214	-0.449	33.936	0.003	-0.012	0.004
Si	6.081	3.418	33.936	-0.013	0.006	0.008
Si	6.081	7.285	33.936	0.02	-0.002	0.012
Si	6.081	-4.316	33.936	-0.011	-0.009	-0.021
Si	6.081	-0.449	33.936	0.013	0.011	0.014
Si	-5.52	3.418	33.936	0.033	0.021	0.004
Si	-5.52	7.285	33.936	0.016	-0.027	0.007
Si	-5.52	-4.316	33.936	0.028	0.003	-0.021
Si	-5.52	-0.449	33.936	0.028	0.003	0.019
Si	-1.653	3.418	33.936	-0.01	0.033	0.024
Si	-1.653	7.285	33.936	-0.034	-0.012	-0.007
Si	-1.653	-4.316	33.936	0.018	-0.012	-0.002
Si	-1.653	-0.449	33.936	-0.031	0.003	0.005
Si	0	1.934	0.683	-0.032	0.003	-0.019
Si	0	5.801	0.683	-0.015	-0.006	0.016
Si	0	-5.801	0.683	-0.014	0.01	-0.024
Si	0	-1.934	0.683	-0.013	0.016	0.023
Si	3.867	1.934	0.683	0.014	-0.011	-0.03
Si	3.867	5.801	0.683	-0.006	-0.012	0.016
Si	3.867	-5.801	0.683	-0.001	0.011	-0.036
Si	3.867	-1.934	0.683	0.018	0.007	0.012
Si	7.734	1.934	0.683	0.03	-0.033	-0.03
Si	7.734	5.801	0.683	0.014	-0.002	0.016
Si	7.734	-5.801	0.683	0.032	0.008	-0.036
Si	7.734	-1.934	0.683	0.02	-0.007	0.019
Si	-3.867	1.934	0.683	0	-0.031	-0.018
Si	-3.867	5.801	0.683	0.012	0.03	0.026
Si	-3.867	-5.801	0.683	0.009	0.002	-0.019
Si	-3.867	-1.934	0.683	-0.026	-0.002	0.029
Si	0	0	2.05	-0.072	0.104	0.017
Si	0	3.867	2.05	-0.066	-0.083	0.003
Si	0	7.734	2.05	-0.062	0.103	-0.009
Si	0	-3.867	2.05	-0.06	-0.116	-0.01
Si	3.867	0	2.05	0.008	0.093	0.002
Si	3.867	3.867	2.05	0.051	-0.073	-0.004
Si	3.867	7.734	2.05	0.028	0.102	-0.015
Si	3.867	-3.867	2.05	0.008	-0.113	-0.039
Si	7.734	0	2.05	0.074	0.105	-0.023
Si	7.734	3.867	2.05	0.071	-0.081	-0.001
Si	7.734	7.734	2.05	0.078	0.113	-0.008
Si	7.734	-3.867	2.05	0.067	-0.108	-0.032
Si	-3.867	0	2.05	0.017	0.093	0.044
Si	-3.867	3.867	2.05	-0.04	-0.075	0.042
Si	-3.867	7.734	2.05	-0.024	0.092	0.048
Si	-3.867	-3.867	2.05	0.016	-0.101	0.029
Si	1.799	1.978	10.959	0.002	0.001	-0.002
Si	3.752	-5.733	13.306	-0.001	-0.001	-0.001
Si	1.646	-5.806	10.959	0.001	-0.001	-0.004
Si	4.088	8.485	15.84	0	0	-0.001
Si	-5.2	4.079	15.714	0.003	0.001	-0.004
Si	6.129	1.921	11.001	-0.001	0.001	-0.002
Si	0.696	1.904	19.772	0	-0.001	0.001
Si	-4.146	-0.881	18.078	-0.001	-0.001	0.001
Si	9.286	1.923	11.011	-0.014	0.015	-0.007
Si	-5.371	-5.728	14.254	0.002	0	0
Si	9.149	-5.761	11.171	0.001	-0.002	-0.002
Si	9.202	-0.509	15.78	0	-0.001	-0.002
Si	-1.38	1.916	10.966	-0.001	0	-0.001
Si	-1.526	-5.843	11.05	-0.001	-0.002	-0.004
Si	4.867	3.201	15.872	0	0	-0.002
Si	-5.154	1.588	13.947	0.002	-0.003	0
Si	2.938	1.947	17.755	0	-0.001	0
Si	-2.273	9.605	14.098	0.001	0.001	-0.002
Si	1.376	0.986	22.703	-0.004	0	0
Si	2.589	-4.591	15.823	0	0	0
Si	6.964	1.289	17.242	-0.001	-0.001	0.001
Si	5.454	5.981	16.777	0	0	0
Si	6.351	10.131	17.284	0	0	0.001
Si	2.249	10.903	21.439	0	-0.002	0.001
Si	-2.077	1.669	13.992	-0.001	-0.001	0
Si	7.389	10.978	23.782	0	0.001	-0.003
Si	5.967	-5.725	11.046	-0.003	0.002	-0.003
Si	-3.833	1.773	19.511	0	-0.001	0.001
Si	-0.241	-0.635	15.239	0.001	-0.002	-0.001
Si	-5.279	7.07	15.83	0	-0.001	0
Si	-0.522	-3.71	15.546	0	0.001	0.001
Si	8.573	-3.559	16.153	0	0.001	0.001
Si	-4.024	0.977	22.544	-0.002	-0.001	0.002
Si	-1.589	3.807	18.79	0	0.001	-0.001
Si	-1.343	6.99	18.998	-0.001	0	0.002
Si	9.513	-2.991	19.098	0.002	0.002	-0.001
Si	-1.845	-2.974	18.258	0.001	-0.001	0.001
Si	0.279	-0.867	18.259	0	-0.001	0.002
Si	4.95	10.675	20.112	-0.001	-0.002	0.001
Si	3.996	6.906	24.134	-0.001	-0.002	0.005
Si	9.108	3.056	18.478	0	-0.007	0.003
Si	-1.995	4.102	15.79	-0.001	0	0
Si	8.361	6.778	22.881	0.002	0	-0.003
Si	2.705	0.018	15.306	0	-0.001	-0.003
Si	3.932	1.856	13.276	0.001	-0.001	0
Si	5.68	7.909	21.653	0.002	0.001	-0.002
Si	-3.566	-4.176	20.517	0.004	-0.002	-0.003
Si	0.492	-2.069	22.579	0	-0.003	0.002
Si	-2.107	7.107	15.964	0.001	0	-0.002
Si	7.213	-3.073	21.241	-0.001	0.001	0.001
Si	0.252	8.35	21.152	-0.001	0.001	0.002
Si	4.877	-0.216	19.005	0.001	-0.001	0
Si	6.203	-0.238	21.889	-0.001	0.003	-0.001
Si	0.851	7.032	23.834	-0.001	0.002	-0.001
Si	4.234	11.067	23.899	0	0.001	0.001
Si	8.415	1.686	22.689	0.001	0.001	0.003
Si	6.265	5.852	19.609	-0.001	0	0.004
Si	-4.134	7.177	23.637	0	0.002	0.001
Si	3.171	-2.034	17.406	0	0	0
Si	-2.613	-1.944	22.528	0.005	-0.001	0
Si	8.311	4.383	21.018	-0.002	0.001	0.004
Si	-2.695	8.448	21.203	0.002	0.002	0.001
Si	7.833	7.495	17.67	0	0	0
O	-4.606	-2.227	25.875	-0.01	0.002	0.004
O	2.217	0.605	10.175	0	-0.001	0.002
O	1.984	-1.924	9.37	-0.001	-0.005	-0.001
O	2.116	3.289	10.061	-0.001	0.003	-0.005
O	1.939	5.811	9.304	0.001	-0.003	-0.002
O	-1.9	5.79	9.367	-0.001	0.001	-0.002
O	1.969	8.339	10.079	-0.002	0	-0.002
O	0.069	-5.738	11.312	0.001	0.001	0.003
O	-3.603	3.954	15.96	0.001	0	0.001
O	5.807	0.622	10.08	-0.002	-0.004	0.003
O	5.435	10.559	18.563	0	0	0
O	5.713	3.29	10.211	0	0.006	-0.005
O	5.757	5.827	9.415	0	-0.007	-0.001
O	5.563	8.363	10.256	0	0.001	0.004
O	8.017	9.632	24.472	0.002	-0.006	0.001
O	5.798	-1.915	9.319	0	-0.014	-0.001
O	9.624	0.619	10.106	0.009	-0.015	0.011
O	9.651	-1.94	9.398	0.001	-0.017	0.002
O	-5.767	3.29	10.226	0	0.014	-0.008
O	-5.803	5.831	9.454	0	-0.009	0
O	9.634	8.361	10.357	0	0.001	0.003
O	9.573	-4.454	10.279	0	0.002	-0.007
O	8.62	-2.028	15.549	0	-0.001	0
O	-1.851	0.588	10.153	0	-0.001	0.002
O	-5.26	-1.505	19.114	0	0	-0.001
O	-1.837	3.256	10.163	-0.001	0.003	-0.003
O	3.753	0.923	18.724	-0.001	0.001	-0.001
O	-1.892	8.317	10.159	0.002	0.001	-0.004
O	-1.281	-4.647	14.476	-0.002	-0.003	-0.001
O	4.192	6.989	16.482	0	-0.001	0.001
O	-1.915	-1.956	9.407	0	-0.001	-0.001
O	2.768	9.326	16.364	0	0	0.001
O	7.556	6.742	19.098	0	-0.002	0.001
O	3.496	-1.191	16.047	0	-0.001	0.001
O	7.629	2.411	18.232	-0.004	-0.003	0
O	-5.634	-5.653	12.645	-0.002	0	-0.002
O	4.605	7.625	22.832	-0.001	0.003	-0.005
O	1.292	9.611	21.12	0.001	0	-0.002
O	9.382	-3.526	17.567	0	0	-0.003
O	-5.736	8.223	14.765	-0.001	0.002	0
O	3.331	10.992	20.194	-0.001	0	-0.001
O	0.212	1.911	11.264	-0.001	-0.001	0.004
O	4.307	-1.681	18.531	0	0	0
O	-3.788	-5.472	14.556	-0.001	-0.001	0.001
O	-1.505	5.374	19.254	0	0.001	-0.001
O	9.373	7.281	17.227	0.002	-0.001	-0.001
O	-0.578	2.902	19.679	0.001	-0.001	0
O	3.194	10.632	22.741	0.002	0	0
O	0.087	8.232	24.646	0	0.001	0
O	-0.663	-2.185	14.985	0	0.001	0
O	0.727	7.209	22.223	0	-0.001	0.002
O	2.362	1.165	16.433	-0.001	0.001	0.002
O	5.411	9.372	16.201	0.001	-0.001	0
O	5.33	6.781	20.54	0	-0.003	-0.003
O	6.847	6.807	16.554	0	-0.001	0
O	1.108	-0.581	22.336	0.002	0.001	-0.001
O	-1.245	3.743	17.195	0	-0.001	0.002
O	-5.732	2.942	14.673	-0.004	0.003	0.001
O	5.695	-4.436	10.098	0.003	0.002	-0.009
O	9.241	-4.597	15.075	0.001	-0.002	0
O	-3.691	1.76	21.142	0	0	0
O	-5.575	5.586	15.191	0	0	0
O	3.405	-4.516	14.379	0.001	-0.001	0.001
O	7.928	-4.146	22.267	0	-0.001	0.001
O	-3.71	7.17	16.237	0	-0.001	0.001
O	3.769	10.252	25.21	-0.001	0.001	0
O	-1.054	-2.021	22.052	0.003	0.002	-0.003
O	5.276	1.779	12.373	-0.002	0	0.007
O	-2.373	-4.014	19.4	0.001	-0.001	-0.002
O	9.739	7.5	23.397	-0.001	0	-0.001
O	3.669	-0.506	25.177	-0.016	0.007	0.004
O	4.289	5.304	24.305	0	-0.005	0.001
O	7.734	5.975	24.174	-0.001	-0.001	0.002
O	9.545	3.833	17.137	0	0.002	-0.003
O	-2.27	9.428	12.479	0.002	0.001	-0.001
O	3.217	-3.598	16.963	0	0	-0.001
O	4.132	2.991	14.431	0	-0.002	0.001
O	2.627	2.151	12.346	-0.004	0	-0.002
O	7.218	7.779	22.239	0.005	0	0
O	7.324	0.93	21.753	-0.006	-0.002	-0.004
O	-3.514	1.77	23.895	0.001	0.003	0.002
O	0.381	0.37	19.302	0	0	-0.001
O	-1.341	7.333	17.398	0.001	0	-0.002
O	9.818	0.846	22.651	0.005	-0.004	-0.002
O	-5.287	1.812	12.351	0.019	-0.001	0.025
O	6.997	-1.656	22.02	0.004	-0.006	-0.001
O	0.483	1.546	23.98	-0.002	0.002	0.004
O	-3.057	3.118	19.01	-0.002	0.001	-0.001
O	-3.342	7.365	22.23	-0.002	-0.003	0.001
O	1.124	1.87	21.349	0.001	0	-0.001
O	7.935	1.872	24.246	-0.003	0.001	0.007
O	-1.214	-3.836	17.024	-0.001	0	0.001
O	0.518	-2.293	24.198	0.001	0	0.003
O	-1.664	5.647	15.357	0	0	0.001
O	5.717	-3.543	20.81	0.002	0.002	0
O	-3.836	5.662	24.211	0.001	-0.004	0.001
O	-1.478	3.029	14.681	0	-0.003	-0.001
O	0.329	10.845	25.282	0.001	0.001	0.001
O	-3.562	8.255	24.71	0	0	0.001
O	7.705	1.962	11.395	-0.006	0.005	0.004
O	4.629	7.649	25.441	0.002	0.001	0.005
O	2.094	-4.453	10.164	-0.001	-0.001	-0.001
O	4.111	-2.823	24.253	0.001	-0.002	-0.001
O	1.031	-4.186	15.624	0.002	-0.001	0.002
O	7.932	-0.544	25.287	-0.001	0	0.002
O	7.543	-5.802	11.425	0	0.001	0.003
O	-4.905	-0.48	16.692	0.001	0	0
O	-5.029	-4.084	19.838	-0.004	-0.002	-0.001
O	7.751	-3.196	24.696	0.001	0.003	-0.001
O	5.387	5.413	18.313	0.001	0	0
O	1.712	-1.603	18.001	-0.002	0.001	0
O	5.222	-0.255	20.59	0	0.001	0
O	8.55	3.176	22.066	0.004	0.003	-0.001
O	8.839	5.734	21.737	0.001	0.002	0
O	1.344	-3.215	21.736	-0.001	0.002	-0.001
O	-3.51	10.888	25.202	0	-0.004	-0.003
O	5.361	0.08	23.247	0.004	-0.001	0.003
O	6.188	0.183	18.142	0	-0.001	-0.001
O	5.785	10.707	23.603	-0.001	-0.002	-0.003
O	-1.194	8.903	21.667	0.001	0	-0.002
O	-2.675	-2.359	24.086	0.008	0.004	0.004
O	-0.33	-0.311	16.843	0	0.001	-0.001
O	7.517	9.094	17.794	0	0.001	-0.001
O	-2.023	-4.487	10.275	0.001	0	-0.001
O	-0.706	-1.997	18.901	0	0.001	0
O	1.281	-0.453	14.683	0	0	0.001
O	3.991	8.38	14.206	0	0.001	0.001
O	-3.343	0.36	18.809	0.001	0	-0.001
O	-3.459	-2.993	21.626	-0.007	-0.002	0
O	5.39	9.339	20.947	0.001	0	-0.001
O	5.087	-5.497	12.4	0.006	0	-0.004
O	8.092	-2.897	19.882	-0.007	0.001	0.002
O	-3.614	1.398	14.431	0.003	-0.002	0
O	0.031	7.598	19.699	0.001	0	-0.001
O	2.459	9.549	12.349	-0.003	0	-0.001
O	-3.276	-0.462	22.409	-0.004	0.009	-0.004
O	6.753	4.586	20.529	-0.002	0.001	-0.002
O	8.095	0.447	16.47	-0.001	0	0.001
O	-1.205	0.368	14.417	-0.001	0.001	0
O	-2.117	1.894	12.395	0.002	-0.001	0
O	7.05	-4.061	16.524	0	-0.001	0
O	2.953	1.125	23.08	-0.005	0.006	-0.011
O	-3.067	-2.045	17.701	-0.001	0.001	-0.001
O	5.479	4.703	15.784	0	0	0
O	0.303	5.555	24.282	-0.001	-0.005	0.001
O	3.831	3.165	17.146	-0.001	-0.001	0
O	-3.56	9.816	21.189	0	-0.008	0
O	-2.607	7.739	19.73	0	0	0
O	-5.373	1.859	18.967	0	-0.001	0
O	9.16	4.165	19.66	0.002	0.005	0.001
O	5.999	2.044	16.15	0	-0.001	0
O	1.789	2.549	18.733	0	0.001	0
O	2.411	7.178	24.224	-0.002	0	-0.002
O	3.677	0.463	14.085	0	0.002	0.001
O	9.532	0.209	14.35	0	-0.003	0.001
O	-1.741	8.254	14.864	0.001	-0.001	0.002

Results
free energy: -271813.016 eV
free energy less fixed offsets of O -568.88, Si -635.61 eV per atom: -12.056 eV

The program warned: the cutoff lies below the one the program advises for these potential files; the exchange-correlation potential is rough where the density is thin.
